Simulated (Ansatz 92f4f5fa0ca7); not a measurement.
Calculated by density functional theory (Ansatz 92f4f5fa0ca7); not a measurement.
Periodic cell of 221 atoms, Si132O88H1, from a study of silicon, its oxide and their interface. The atomic structure is a simulated model.
Doubt: the cutoff is far below the 930 eV that the study's wrapper takes by default for these files, so forces and energies are approximate.
This geometry differs little from another in the collection (a relaxation step or a small displacement).

Settings
functional: PBE
potential files: Ansatz PAW
basis: plane waves
wave-function cutoff: 580 eV
density cutoff ratio: 5
exchange-correlation grid ratio: 1
k mesh: 1 x 1 x 1, Gamma-centred
self-consistency stop: 5e-08 eV per atom in the density residual
occupations: fixed
spin: none
net charge: +1 e, with a uniform compensating background and no finite-size correction

Cell vectors (angstrom)
a	10.938	0	0
b	0	10.938	0
c	0	0	32.1733

Atoms: element, x, y, z (angstrom)
Si	0.187	-0.1347	24.5117
Si	5.5893	-0.3117	24.7749
Si	2.5143	3.0472	24.4993
Si	8.0806	2.9712	25.0698
Si	0.04	5.1261	24.6867
Si	5.8214	5.1449	24.6636
Si	2.4429	8.5122	24.617
Si	7.9882	8.5943	24.8074
Si	1.3988	1.4092	25.865
Si	6.7504	1.3302	26.0533
Si	4.0688	4.1596	25.9334
Si	9.6147	4.1324	26.325
Si	1.268	6.8465	25.8558
Si	6.8555	6.8559	25.9674
Si	4.0282	9.5056	26.0949
Si	9.5862	9.7315	26.0467
Si	2.715	0.0481	27.3643
Si	8.1801	0.0586	27.4288
Si	0.0671	2.6568	27.4289
Si	5.3968	2.7563	27.3685
Si	2.6967	5.5365	27.3163
Si	8.1779	5.5537	27.4554
Si	-0.0318	8.2162	27.3409
Si	5.4563	8.1571	27.3932
Si	4.1018	1.3673	28.755
Si	9.5708	1.3673	28.755
Si	1.3673	4.1018	28.755
Si	6.8362	4.1018	28.755
Si	4.1018	6.8362	28.755
Si	9.5708	6.8362	28.755
Si	1.3673	9.5708	28.755
Si	6.8362	9.5708	28.755
Si	0	0	30.1223
Si	5.469	0	30.1223
Si	2.7345	2.7345	30.1223
Si	8.2035	2.7345	30.1223
Si	0	5.469	30.1223
Si	5.469	5.469	30.1223
Si	2.7345	8.2035	30.1223
Si	8.2035	8.2035	30.1223
Si	1.3673	1.3673	31.4895
Si	6.8362	1.3673	31.4895
Si	4.1018	4.1018	31.4895
Si	9.5708	4.1018	31.4895
Si	1.3673	6.8362	31.4895
Si	6.8362	6.8362	31.4895
Si	4.1018	9.5708	31.4895
Si	9.5708	9.5708	31.4895
Si	2.7345	0	0.6835
Si	8.2035	0	0.6835
Si	0	2.7345	0.6835
Si	5.469	2.7345	0.6835
Si	2.7345	5.469	0.6835
Si	8.2035	5.469	0.6835
Si	0	8.2035	0.6835
Si	5.469	8.2035	0.6835
Si	4.1018	1.3673	2.0507
Si	9.5708	1.3673	2.0507
Si	1.3673	4.1018	2.0507
Si	6.8362	4.1018	2.0507
Si	4.1018	6.8362	2.0507
Si	9.5708	6.8362	2.0507
Si	1.3673	9.5708	2.0507
Si	6.8362	9.5708	2.0507
Si	0	0	3.418
Si	5.469	0	3.418
Si	2.7345	2.7345	3.418
Si	8.2035	2.7345	3.418
Si	0	5.469	3.418
Si	5.469	5.469	3.418
Si	2.7345	8.2035	3.418
Si	8.2035	8.2035	3.418
Si	1.3624	1.3889	4.6739
Si	6.8632	1.3405	4.8244
Si	4.1293	4.0735	4.864
Si	9.579	4.0903	4.7907
Si	1.3907	6.8399	4.8289
Si	6.886	6.7469	4.76
Si	4.1259	9.518	4.747
Si	9.5607	9.5691	4.8033
Si	2.6648	-0.0545	5.9357
Si	8.2035	-0.0118	6.2444
Si	0.0288	2.6993	6.0818
Si	5.4598	2.5779	6.2576
Si	2.7401	5.5057	6.2874
Si	8.1868	5.3626	6.2154
Si	-0.0417	8.1514	6.1692
Si	5.4871	8.1052	6.0866
Si	3.7185	1.3709	7.4407
Si	9.9063	1.1288	7.4484
Si	1.6247	3.78	7.4347
Si	6.6561	4.1224	7.5722
Si	4.5233	6.5103	7.565
Si	9.2853	7.0304	7.4701
Si	1.1567	9.8018	7.3152
Si	7.0068	9.238	7.4114
O	1.2523	4.1001	24.0944
O	6.7794	9.5917	24.2359
O	2.9224	2.7895	7.5247
O	8.1615	8.1732	7.9013
O	5.5769	5.3346	8.0253
O	0.0849	-0.0118	7.9251
O	5.3527	5.5237	23.1307
O	10.5202	0.4935	23.0698
O	2.1938	9.3775	8.5558
O	1.235	3.9028	9.0268
O	9.4835	1.988	8.7722
O	7.6072	9.9544	12.0572
O	3.513	0.7647	9.0011
O	4.3593	7.3298	9.3754
O	7.2522	3.3751	8.9239
O	9.8568	6.4967	8.9229
O	3.3418	2.458	23.1574
O	4.6587	0.1793	23.5096
O	9.2063	2.4881	23.9881
O	9.823	5.5767	23.5545
O	19.8886	8.125	23.5537
O	3.2873	7.9711	23.3075
O	6.989	4.006	24.3901
O	1.3148	9.64	24.1122
Si	3.8419	6.3902	10.7829
Si	9.1116	4.2665	14.6403
Si	7.4378	8.3341	11.9546
Si	4.2088	1.2738	22.3866
Si	17.134	3.8312	14.2614
Si	2.7397	-0.4527	20.1551
Si	7.1805	4.1538	19.4754
Si	14.0133	6.6333	16.4804
Si	1.9269	4.192	10.4759
Si	5.6993	16.1981	16.7687
Si	3.7759	9.7468	17.2891
Si	10.2441	4.4551	11.7112
Si	10.9146	6.5152	16.0783
Si	7.9826	1.6082	14.5392
Si	2.7956	10.3926	9.7012
Si	9.1229	6.7804	22.6543
Si	11.1853	-1.1428	11.2202
Si	3.5892	-3.2767	13.756
Si	5.221	8.7567	9.9207
Si	9.5714	1.7656	22.5937
Si	11.9338	-0.4289	16.6122
Si	8.4251	2.6424	9.8213
Si	-0.4247	8.2396	18.4165
Si	11.7541	-2.0368	14.1713
Si	4.7171	3.8121	11.5986
Si	6.0215	6.0814	21.7434
Si	6.4771	7.728	14.7469
Si	11.5425	6.5149	20.6993
Si	11.0986	1.0828	18.8561
Si	14.2252	7.6884	21.6917
Si	6.9644	1.3654	20.8029
Si	9.9723	7.1974	10.3982
Si	-0.6417	3.6847	20.198
Si	8.4539	-0.6139	19.145
Si	6.8423	10.2157	16.3999
Si	8.5625	0.3261	11.8186
O	13.3718	8.7892	13.9368
O	7.7318	-0.7673	17.7248
O	6.0281	8.1086	11.143
O	1.6144	10.6118	10.807
O	4.9978	-5.6759	10.8567
O	9.9981	7.2007	17.2545
O	6.2566	4.9512	20.5797
O	6.6482	13.2533	13.9158
O	3.5898	7.1712	12.179
O	2.4138	5.769	10.3244
O	7.5768	4.7581	14.2505
O	11.4264	-1.5994	17.6305
O	9.8969	4.1631	13.2399
O	0.6213	7.4528	19.374
O	6.9588	2.5255	19.6259
O	12.4314	6.2021	16.69
O	17.2257	6.5299	15.8588
O	13.0266	6.594	21.3951
O	3.2811	0.6427	21.2219
O	0.7803	3.8065	11.5355
O	7.2205	-0.1355	20.1402
O	8.1602	1.3906	21.9038
O	-1.6635	8.8915	19.2899
O	2.7792	9.0404	20.9198
O	12.2317	0.2018	19.6825
O	6.0906	9.5273	8.7986
O	8.554	7.7322	10.9637
O	8.8218	0.9491	13.3014
O	7.3881	11.5149	15.6137
O	5.6683	2.5863	11.1704
O	2.6194	-0.3573	16.5007
O	3.2123	14.3207	11.0889
O	-6.7715	5.6567	17.238
O	11.1254	7.5253	14.7934
O	4.0309	9.675	10.4965
O	3.4382	8.1482	17.0298
O	10.0149	5.2211	15.6121
O	10.2907	2.8396	21.6062
O	5.0314	15.1222	13.1626
O	4.8271	7.1675	21.2699
O	11.0304	2.6865	19.1301
O	8.9331	2.7493	15.2603
O	3.7032	-0.7197	18.8534
O	5.591	1.6909	21.6239
O	5.2409	10.1812	16.7169
O	7.9129	1.4036	10.7683
O	9.6032	0.539	19.2412
O	17.6146	4.7866	18.0182
O	7.5922	6.5314	22.0749
O	-5.8951	-2.6696	14.1511
O	7.3741	-3.4274	13.3657
O	11.3833	-0.7561	15.1141
O	10.258	7.0928	21.5377
O	9.132	3.8037	10.7147
O	8.8172	-6.649	19.7281
O	0.4277	11.8976	17.2375
O	16.5006	3.9826	15.7536
O	11.1113	-1.7433	12.7224
O	11.2921	4.9503	20.3594
O	0.0513	8.4753	10.2591
O	10.4525	6.0491	11.4325
O	9.9615	-0.0916	11.0967
O	14.2347	6.4755	14.8413
O	7.2397	8.924	15.5081
H	5.3327	2.0057	10.4678

Results
free energy: -133979.712 eV
free energy less fixed offsets of H -15.97, O -568.88, Si -635.61 eV per atom: -1.782 eV

Forces (eV/angstrom), in the order of the atoms: element, x, y, z
Si	0.0014	-0.0032	0.0003
Si	0	0.0013	-0.0021
Si	0.0017	0.0028	0.0046
Si	-0.0007	-0.0015	-0.0035
Si	-0.0001	-0.001	-0.0019
Si	-0.003	0.0031	0.0039
Si	-0.0006	0.0005	0.0028
Si	0.0023	-0.0035	-0.0011
Si	0.0006	0.0018	0.001
Si	-0.0004	0.0007	-0.0005
Si	-0.0032	0.0014	-0.0014
Si	0.0024	0.0008	-0.0008
Si	0.0003	0.0015	0.0001
Si	-0.0006	-0.0007	-0.0015
Si	-0.0046	0.0024	-0.0016
Si	0.0016	-0.0025	0.001
Si	0.0008	-0.0006	0.0002
Si	0.0018	0.0019	0.0013
Si	0.0004	-0.002	-0.0001
Si	-0.0012	-0.0018	0.0016
Si	0.0026	-0.0021	-0.0018
Si	0.0003	0.0013	0.0018
Si	-0.0009	0.0013	-0.001
Si	0.0014	-0.0027	0.0026
Si	-0.2283	0.1288	0.0789
Si	0.1065	0.0266	0.4619
Si	0.3548	0.0596	-0.1841
Si	-0.2705	0.0368	-0.1289
Si	-0.2048	-0.1975	0.0495
Si	0.092	0.5823	0.3619
Si	-0.0962	0.0598	-0.3613
Si	-0.0243	-0.1771	-0.0761
Si	-0.1296	-0.1167	0.0297
Si	-0.0054	-0.015	-0.0559
Si	0.1212	0.0793	0.0296
Si	0.1188	0.0335	-0.031
Si	-0.0151	-0.0067	-0.0625
Si	-0.093	-0.1362	0.0213
Si	0.0422	0.0275	-0.0508
Si	0.1234	0.0391	0.0517
Si	-0.0193	0.0472	-0.0507
Si	-0.0196	-0.0239	-0.0323
Si	-0.0155	-0.042	0.0188
Si	-0.0471	0.0373	-0.0024
Si	0.0122	0.0068	-0.0341
Si	0.0005	0.0402	-0.0429
Si	-0.0165	0.004	-0.0057
Si	-0.0339	0.0287	0.0187
Si	-0.0154	0.0053	0.0273
Si	0.0555	0.0167	0.0099
Si	-0.013	-0.0386	0.0262
Si	0.0538	-0.0199	0.0038
Si	0.0045	-0.0097	-0.0001
Si	0.0177	-0.0369	0.0343
Si	-0.0142	-0.0225	-0.0019
Si	0.0257	-0.0162	0.0286
Si	0.0302	0.0934	0.0339
Si	-0.0708	-0.0506	-0.0109
Si	0.0815	0.0437	-0.0114
Si	-0.083	-0.0657	0.0145
Si	-0.1118	-0.0432	0.0191
Si	0.0321	0.0841	0.0289
Si	-0.0626	-0.0318	0.0175
Si	-0.0417	0.0045	-0.0038
Si	-0.3208	-0.141	-0.3155
Si	0.3052	-0.0735	0.1013
Si	0.3219	0.5204	-0.2532
Si	-0.0006	-0.0629	0.1297
Si	0.1733	0.0003	0.2472
Si	-0.1069	-0.4325	0.0268
Si	-0.0691	-0.2205	-0.1446
Si	0.0611	-0.0106	0.0271
Si	-0.0014	-0.0011	-0.0104
Si	-0.0006	-0.0026	-0.0011
Si	-0.002	0.0061	-0.0035
Si	0.0001	-0.0003	0.0017
Si	-0.0018	-0.0008	-0.0004
Si	0.0013	-0.0027	-0.002
Si	-0.0045	0.0006	0.0003
Si	0.0001	-0.0031	-0.0062
Si	0.0115	0.0055	0.0147
Si	-0.0052	-0.0021	0.0011
Si	-0.0041	0.002	-0.0021
Si	0.0103	0.0046	0.0011
Si	0.0048	0.0002	0.0012
Si	-0.0008	0.0023	0.0016
Si	0.0073	0.0097	0.0095
Si	0.0074	0.0058	0.0013
Si	-0.0121	-0.0367	-0.0086
Si	0.0039	0.0017	0.0033
Si	0.0057	0.0049	0.002
Si	-0.0003	0.0037	-0.0064
Si	-0.0191	-0.0045	0.0027
Si	0.0009	-0.0023	-0.0061
Si	-0.0058	-0.0178	-0.0133
Si	-0.0022	0.003	-0.0026
O	-0.0006	-0.0002	-0.0014
O	-0.0011	0.0028	0.0014
O	-0.0076	0.0223	0.0013
O	0.0008	-0.0004	0.0008
O	0.0117	-0.0033	0.0048
O	-0.0021	0.0012	0.002
O	0.0005	0.0002	-0.0048
O	-0.002	0.0026	-0.0023
O	0.0011	0.0053	0.0012
O	-0.0073	0.0016	0.0028
O	-0.0014	0.0001	-0.0001
O	0.001	0.0004	-0.0005
O	0.0018	0.0018	0.0001
O	-0.0007	0.0006	-0.0047
O	0.0011	-0.0034	0.0049
O	0.0008	0	0.0031
O	0.0022	-0.0025	-0.0033
O	-0.0001	-0.0003	-0.0009
O	-0.0005	-0.0006	-0.0007
O	-0.0015	0.0017	-0.0006
O	0.0011	-0.0001	-0.0018
O	0.0008	-0.0004	-0.0027
O	0.002	-0.0023	0.0009
O	-0.0003	0	-0.0022
Si	-0.002	0	-0.0054
Si	-0.0001	0	-0.0003
Si	-0.0029	0.0001	-0.0007
Si	-0.0013	0.0012	0.001
Si	-0.0009	0.0006	-0.0012
Si	0.0003	0.0001	0.0006
Si	-0.0002	0.0006	0.0003
Si	0	-0.0003	-0.0007
Si	0.0048	0.0049	0.0016
Si	-0.0001	-0.0001	-0.0007
Si	0	-0.0001	-0.0001
Si	0.0015	0.0004	0.0009
Si	0.0001	-0.0001	-0.0001
Si	-0.0009	0.0004	0.0003
Si	0.0064	-0.0028	0.0005
Si	-0.0002	-0.0004	0.0019
Si	0.0014	-0.0004	0.0003
Si	-0.0003	-0.001	-0.0024
Si	-0.0067	-0.002	0.001
Si	0.0015	0.0011	0.001
Si	0	-0.0001	-0.0005
Si	0.0003	0.0007	-0.0003
Si	0.0006	-0.0004	0
Si	0.0007	-0.0003	0.0002
Si	0.0025	-0.0021	-0.0024
Si	-0.0001	0.0002	0.0009
Si	-0.0002	-0.0001	-0.0004
Si	0	0.0001	0.0008
Si	0.0003	-0.0001	0
Si	0.0005	-0.0004	0.0015
Si	-0.0003	0.0002	0.0004
Si	0.0007	-0.0005	0.0003
Si	0.0005	0.0001	0.0008
Si	0.0003	0.0001	-0.0011
Si	0.0007	0.0001	-0.0003
Si	-0.0012	-0.0006	0.001
O	-0.0003	0.0001	0
O	0.0002	-0.0003	0.0005
O	0.0055	0.0004	0.0029
O	-0.001	-0.0001	0.0004
O	0.0001	-0.0037	0.0007
O	0.0001	0.0002	0.0001
O	0.0006	-0.0006	-0.0009
O	0.0013	-0.0009	0.0008
O	-0.0005	0.0014	0.005
O	0.0005	-0.0027	0.0013
O	0.0007	-0.0003	-0.0002
O	-0.0001	0	-0.0001
O	-0.0002	0.0001	0.0005
O	-0.0001	0.0003	-0.0005
O	0.0001	-0.0001	-0.0002
O	-0.0002	-0.0001	-0.0003
O	0	-0.0003	0.0001
O	-0.0001	-0.0001	-0.0006
O	-0.0001	-0.0005	-0.0008
O	-0.0016	-0.0007	0.0007
O	0.0001	-0.0004	-0.0004
O	-0.0004	0	-0.0003
O	0	0.0004	0
O	-0.0002	0.0004	-0.0006
O	-0.0004	0.0002	-0.0003
O	0.0019	0.0008	-0.0024
O	0.0004	0.0004	-0.0004
O	-0.0005	-0.0001	-0.0006
O	-0.0001	-0.0004	0.0001
O	-0.0199	-0.0508	-0.1039
O	0.0001	-0.0001	-0.0001
O	-0.0009	-0.0017	0.0003
O	0.0001	-0.0001	0.0001
O	-0.0002	-0.0003	0.0001
O	0.0004	0.0014	-0.001
O	0.0001	0.0001	-0.0001
O	0.0001	0.0003	-0.0001
O	-0.0006	-0.0006	-0.0003
O	-0.0004	-0.0002	0.0006
O	0	0	-0.0003
O	0	-0.0002	-0.0002
O	-0.0002	-0.0003	-0.0003
O	0	-0.0001	-0.0002
O	0.0008	-0.0002	-0.0007
O	0.0002	-0.0001	-0.0001
O	0.0007	0.0005	0.0006
O	-0.0003	-0.0005	-0.0003
O	-0.0001	-0.0002	-0.0003
O	-0.001	0	-0.0012
O	0.0006	0.0001	0.0002
O	0.0001	0	0.0001
O	-0.0001	0.0003	0
O	0.0006	0	-0.0006
O	0	0	-0.0009
O	-0.0001	-0.0001	-0.0003
O	0.0001	-0.0001	0.0001
O	0.0001	0.0001	0.0003
O	0	0	-0.0002
O	-0.0004	-0.0005	-0.0004
O	-0.0009	0.0001	0.0004
O	-0.0008	0.0002	-0.0007
O	-0.0005	0.0005	-0.0005
O	-0.0001	-0.0001	0.0008
O	0	0.0007	0
H	0.0157	0.0511	0.1038

The program warned: the cutoff lies below the one the program advises for these potential files; the forces do not sum to zero within the program's tolerance; the exchange-correlation potential is rough where the density is thin.
